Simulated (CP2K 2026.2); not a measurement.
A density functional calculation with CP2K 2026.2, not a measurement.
Periodic cell of 505 atoms, Si360O143H2, from a study of silicon, its oxide and their interface. The atomic structure is a simulated model.
Doubt: the forces sum to 1.37 eV/angstrom along one axis rather than to zero, so they err by at least 0.0027 eV/angstrom per atom on average; the grid cutoff is modest.

Settings: functional PBE; method Gaussian and plane waves; basis set DZVP-MOLOPT-SR-GTH; pseudopotentials GTH-PBE; grid cutoff 350 Ry, relative cutoff 50 Ry; k points Gamma only; occupations fixed; spin none; net charge 0.

Cell vectors (angstrom)
a 16.3201 0 0
b 0.0001 16.32 0
c 3.8907 -4.8156 35.0694

Atoms and the computed forces on them: element, x, y, z (angstrom), force x, y, z (eV/angstrom)
Si 1.178 15.333 0.183 -0.139 -0.035 -0.032
Si 3.895 1.408 0.054 0.072 0.065 0.022
Si 5.571 -1.198 35.018 -0.011 0.144 -0.124
Si 7.851 2.156 35.01 0.008 -0.063 -0.389
Si 1.724 9.232 0.04 -0.055 0.205 -0.316
Si 4.401 12.041 0.204 0.182 -0.129 -0.186
Si 7.127 14.767 0.118 0.124 -0.054 -0.164
Si 9.371 1.658 0.276 0.1 -0.106 -0.146
Si 11.066 -0.98 35.005 -0.034 -0.106 -0.382
Si 9.848 6.602 0.118 0.112 -0.029 -0.171
Si 6.562 9.887 0.307 0.088 0.009 -0.153
Si 9.283 12.545 0.204 0.064 -0.057 -0.16
Si 12.402 14.746 0.041 0.005 0.07 -0.073
Si 15.26 1.12 0.118 -0.082 -0.091 -0.108
Si 11.941 4.362 0.224 0 0.026 -0.142
Si 18.648 2.305 34.961 0.057 -0.025 -0.237
Si 12.531 9.311 0.087 -0.141 0.015 -0.111
Si 18.565 7.713 34.948 0.117 -0.032 -0.076
Si 2.72 0.084 1.58 -0.042 -0.1 -0.231
Si 5.516 2.7 1.271 -0.062 -0.015 -0.222
Si 2.767 5.37 1.242 -0.062 -0.111 -0.206
Si 5.448 8.131 1.398 0.009 0.181 -0.116
Si 2.767 10.867 1.414 -0.008 -0.064 -0.195
Si 5.539 13.644 1.486 -0.003 -0.022 -0.171
Si 8.225 0.01 1.51 -0.007 0.096 -0.237
Si 10.847 2.851 1.637 0 -0.024 -0.258
Si 8.21 5.431 1.366 0.103 0.087 -0.129
Si 10.98 8.167 1.469 -0.02 0.055 -0.224
Si 8.156 11.005 1.601 -0.025 -0.012 -0.292
Si 10.901 13.654 1.501 -0.021 -0.058 -0.224
Si 13.603 -0.002 1.397 0.057 -0.032 -0.243
Si 16.41 2.693 1.431 -0.006 -0.072 -0.18
Si 13.669 5.524 1.329 -0.106 0.027 -0.175
Si 16.364 8.166 1.32 0.031 -0.053 -0.154
Si 13.686 10.92 1.354 -0.059 0.023 -0.17
Si 16.294 13.626 1.321 -0.043 0.076 -0.328
Si 1.382 1.421 2.911 0.059 0.059 0.275
Si 4.164 4.098 2.691 0.024 -0.074 -0.068
Si 1.371 6.732 2.679 0.123 0.011 -0.038
Si 4.099 9.494 2.81 -0.059 -0.073 0.123
Si 1.368 12.267 2.709 0.006 0.051 -0.013
Si 4.114 14.979 2.81 0.02 -0.026 0.1
Si 6.79 1.369 2.789 0.034 0.021 0.03
Si 9.48 4.178 2.923 -0.073 -0.046 0.231
Si 6.853 6.804 2.736 0.001 0.011 0.028
Si 9.569 9.546 2.8 0.038 -0.045 0.003
Si 6.833 12.335 2.959 0.033 0.108 0.213
Si 9.608 15.037 2.891 0.034 -0.011 0.066
Si 12.292 1.412 2.802 0.061 -0.077 -0.028
Si 15.017 4.125 2.702 -0.018 -0.013 0.002
Si 12.348 6.83 2.828 0.037 0.035 0.129
Si 15.074 9.58 2.735 -0.031 0.016 0.04
Si 12.274 12.219 2.783 0.017 -0.003 0.014
Si 14.969 14.954 2.805 -0.074 -0.012 -0.05
Si 16.331 0.006 4.205 -0.008 -0.019 -0.072
Si 2.809 2.794 4.175 -0.085 -0.031 -0.051
Si 16.359 5.442 4.131 0.034 0.021 0.003
Si 2.712 8.11 4.129 0.048 0.115 -0.1
Si 16.39 10.921 4.149 -0.029 -0.049 0.025
Si 2.731 13.601 4.132 0.033 0.013 0.013
Si 5.457 0.022 4.197 -0.01 0.058 -0.034
Si 8.139 2.731 4.211 0.021 0.078 -0.055
Si 5.487 5.456 4.124 -0.011 -0.046 -0.016
Si 8.195 8.172 4.14 0.04 -0.01 0.019
Si 5.448 10.883 4.212 0.029 0.009 -0.067
Si 8.241 13.681 4.27 -0.093 -0.048 -0.04
Si 10.966 0.074 4.227 -0.058 -0.035 0.019
Si 13.675 2.775 4.13 -0.027 -0.038 0.01
Si 10.938 5.504 4.219 -0.001 0.018 -0.064
Si 13.705 8.231 4.159 -0.072 -0.085 -0.091
Si 10.927 10.884 4.188 0.029 0.016 -0.007
Si 13.617 13.587 4.188 0.082 0.069 -0.11
Si 17.713 -1.317 16.533 -0.031 0.026 0.029
Si 4.122 1.398 16.54 -0.028 -0.002 0.049
Si 17.741 4.105 16.56 -0.024 -0.036 0.046
Si 4.126 6.793 16.538 0.061 0.008 0.028
Si 17.717 9.536 16.511 0.03 -0.015 0
Si 4.122 12.278 16.509 -0.031 0.019 -0.016
Si 6.832 -1.319 16.522 -0.037 -0.02 0.005
Si 9.551 1.392 16.56 0.002 -0.018 0.034
Si 6.838 4.104 16.561 0.028 0.015 0.068
Si 9.567 6.821 16.551 -0.015 0.023 0.035
Si 6.878 9.548 16.518 0.004 -0.049 0.008
Si 9.568 12.248 16.528 0.043 -0.019 0.021
Si 12.292 -1.313 16.552 -0.041 -0.014 0.046
Si 14.99 1.359 16.559 0.045 0.03 0.048
Si 12.27 4.097 16.565 -0.011 0.012 0.037
Si 15.004 6.815 16.549 -0.016 0.001 0.012
Si 12.286 9.556 16.54 0.002 0.017 0.039
Si 15 12.29 16.525 -0.01 0.007 0.051
Si 2.776 0.021 17.902 -0.018 0.064 0.061
Si 5.44 2.777 17.945 0.037 -0.078 -0.002
Si 2.793 5.441 17.966 -0.035 0.03 -0.011
Si 5.519 8.168 17.85 0.009 -0.019 0.039
Si 2.72 10.947 17.852 0.059 -0.035 0.09
Si 5.512 13.598 17.886 -0.005 0.06 0.021
Si 8.124 0.077 17.915 0.08 -0.024 0.069
Si 10.928 2.72 17.959 -0.048 0.027 -0.02
Si 8.241 5.428 17.936 -0.079 0.045 0.079
Si 10.893 8.229 17.915 0.049 -0.099 -0.018
Si 8.235 10.881 17.929 -0.007 0.03 -0.011
Si 10.927 13.616 17.881 0.014 -0.014 0.048
Si 13.627 0.035 17.985 -0.006 -0.029 -0.018
Si 16.38 2.711 17.901 -0.056 0.016 0.084
Si 13.631 5.467 17.927 0.057 -0.025 0.075
Si 16.397 8.16 17.906 -0.002 0.078 -0.017
Si 13.671 10.91 17.903 -0.051 0.044 0.066
Si 16.32 13.683 17.911 0.034 -0.052 -0.006
Si 17.765 1.39 19.31 0.042 -0.025 -0.052
Si 4.136 4.108 19.407 0.002 0.006 0.078
Si 17.733 6.796 19.307 -0.026 -0.006 0.017
Si 4.125 9.556 19.131 -0.098 0.026 -0.148
Si 17.676 12.319 19.249 0.012 -0.033 -0.074
Si 4.15 -1.362 19.238 -0.004 -0.039 -0.072
Si 6.761 1.44 19.356 0.054 0 -0.032
Si 9.559 4.035 19.36 -0.05 -0.013 0.014
Si 6.887 6.837 19.267 0.078 0.041 -0.059
Si 9.592 9.575 19.369 0.031 0.015 0.067
Si 6.85 12.218 19.276 -0.016 0.019 -0.039
Si 9.486 -1.36 19.181 -0.066 0.004 -0.226
Si 12.262 1.381 19.383 0.023 0.044 -0.025
Si 14.991 4.044 19.27 -0.03 -0.061 -0.1
Si 12.251 6.87 19.26 -0.027 0.055 -0.146
Si 15.072 9.559 19.258 0.027 0.001 -0.046
Si 12.321 12.291 19.286 0.01 -0.01 0.009
Si 14.993 -1.312 19.371 0.001 -0.007 -0.001
Si 16.415 0.035 20.701 0.055 0.065 0.175
Si 2.766 2.723 20.796 -0.128 0.002 0.154
Si 16.375 5.366 20.631 -0.01 0.026 0.278
Si 2.794 8.257 20.538 0.109 0.038 0.359
Si 16.361 10.977 20.673 0.116 -0.044 0.286
Si 2.793 -2.714 20.587 -0.022 0.116 0.196
Si 5.414 -0.003 20.679 -0.115 -0.038 0.235
Si 8.109 2.76 20.817 0.03 0.028 0.178
Si 5.54 5.539 20.699 -0.014 0.111 0.199
Si 8.23 8.176 20.714 -0.008 -0.056 0.3
Si 5.45 10.833 20.565 0.109 -0.016 0.104
Si 8.184 -2.705 20.611 0.106 -0.115 0.141
Si 10.793 -0.043 20.571 0.046 -0.062 0.15
Si 13.669 2.73 20.77 0.041 0.061 0.248
Si 10.957 5.459 20.632 -0.034 0.003 0.185
Si 13.666 8.225 20.568 0.016 0.022 0.21
Si 10.988 10.968 20.725 0.041 -0.016 0.292
Si 13.649 -2.692 20.755 -0.13 0.005 0.211
Si 17.979 -1.19 21.993 0.049 -0.142 0.01
Si 3.83 1.055 22.112 0.078 -0.01 0.225
Si 17.487 3.87 22.146 -0.097 0 -0.063
Si 4.361 7.176 21.93 -0.033 0.042 -0.074
Si 18.019 9.835 21.917 -0.206 -0.113 -0.064
Si 3.921 11.997 21.887 -0.162 -0.045 0.069
Si 6.92 -1.269 21.965 0.085 0.148 0.217
Si 9.145 0.93 21.934 0.029 0.216 0.435
Si 7.096 4.529 22.172 0.013 -0.158 0.141
Si 9.466 6.602 22.038 0.008 0.034 0.044
Si 6.569 9.316 21.982 -0.058 -0.059 0.056
Si 9.79 12.588 22.011 0.094 0.016 0.019
Si 11.953 -1.533 21.956 -0.058 0.011 -0.012
Si 15.319 1.6 22.095 0.07 0.063 -0.003
Si 12.542 4.417 22.033 0.015 -0.038 0.219
Si 14.767 6.576 21.826 0.054 0.033 0.182
Si 12.672 9.83 22 -0.033 -0.063 0.018
Si 14.844 12.094 22.158 -0.072 -0.086 -0.046
Si 18.096 1.067 29.507 0.005 -0.023 -0.06
Si 16.576 -2.783 24.426 -0.004 0.047 0.212
Si 10.8 8.498 24.049 0.143 -0.181 0.193
Si 15.376 6.454 30.097 -0.017 0.018 -0.415
Si 12.384 3.809 33.146 -0.25 -0.122 -0.154
Si 17.201 -2.395 33.113 0.048 0.172 -0.084
Si 11.143 7.666 27.049 0.075 -0.217 0.486
Si 5.776 -2.379 24.807 -0.485 0.201 0.632
Si 15.905 1.873 27.776 -0.011 0.079 0.122
Si 16.554 8.015 24.063 -0.148 0.113 0.015
Si 8.259 7.588 28.482 -0.057 -0.044 0.037
Si 8.012 1.026 32.024 -0.127 0.134 -0.416
Si 6.403 8.641 33.261 0.029 0.036 -0.271
Si 9.382 11.354 32.859 0.06 0.132 -0.338
Si 18.79 5.887 24.219 0.144 -0.001 0.147
Si 11.823 4.662 27.316 -0.076 -0.1 0.207
Si 17.56 -1.792 30.261 -0.067 0 -0.463
Si 19.753 1.967 31.955 -0.095 0.111 -0.421
Si 12.097 2.215 30.808 -0.052 0.004 -0.406
Si 11.838 3.102 24.818 -0.095 0.144 0.498
Si 7.298 3.545 30.291 0.08 0.129 -0.126
Si 13.362 0.354 24.158 -0.035 -0.074 0.104
Si 10.807 -0.231 31.88 0.124 -0.041 -0.483
Si 13.619 8.806 28.689 0.125 0.015 -0.014
Si 3.543 5.429 27.155 -0.003 -0.09 0.355
Si 5.449 -2.039 29.448 0.156 0.006 -0.274
Si 5.007 4.701 32.018 0.248 -0.223 -0.446
Si 7.262 11.812 26.389 -0.14 0.266 0.47
Si 13.384 11.533 30.253 -0.085 0.017 -0.341
Si 15.27 -2.808 28.61 -0.048 -0.006 0.116
Si 15.996 9.125 26.759 -0.076 -0.009 0.424
Si 3.556 9.358 29.892 0.044 0.072 -0.283
Si 10.657 -3.125 30.694 0.127 0.024 -0.415
Si 3.88 7.36 32.37 -0.001 0.098 -0.56
Si 8.515 0.487 27.384 -0.049 -0.125 0.187
Si 8.426 -2.463 28.533 -0.099 0.172 0.021
Si 9.254 1.754 24.844 -0.041 -0.07 0.437
Si 17.828 7.451 28.569 0.004 -0.005 0.064
Si 19.454 12.262 29.148 0.016 0.015 -0.123
Si 9.837 3.016 28.88 0.076 -0.008 0.08
Si 4.284 1.768 25.162 -0.16 -0.139 0.385
Si 14.919 -0.847 26.387 0.062 0.025 0.544
Si 14.045 3.765 29.202 -0.038 -0.019 -0.105
Si 18.609 2.644 27.08 -0.076 -0.002 0.159
Si 6.33 9.814 28.433 -0.077 0.054 -0.068
Si 5.681 -0.276 26.956 0.133 -0.042 0.197
Si 14.586 5.957 33.017 0.045 0.054 -0.136
Si 17.473 11.933 26.854 0.005 0.029 0.475
Si 15.006 11.772 33.002 -0.208 -0.02 -0.195
Si 7.896 9.432 30.797 0.129 0.025 -0.504
Si 6.598 4.998 27.775 -0.073 0.035 0.156
Si 5.345 -0.459 32.089 0.091 -0.04 -0.432
Si 8.496 10.652 24.017 -0.182 0.108 0.238
Si 6.685 3.581 25.089 0.286 0.026 0.436
Si 1.399 14.965 5.544 -0.027 0.016 -0.022
Si 4.115 1.4 5.564 0.012 -0.022 -0.022
Si 1.412 4.12 5.537 0.028 0.02 -0.031
Si 4.112 6.802 5.516 -0.006 -0.006 -0.069
Si 1.401 9.521 5.521 0.001 -0.01 -0.066
Si 4.082 12.26 5.55 -0.018 -0.05 -0.014
Si 6.834 15.017 5.593 0.059 0.018 0.008
Si 9.554 1.406 5.571 0.015 0.004 -0.021
Si 6.807 4.112 5.565 -0.021 -0.04 -0.041
Si 9.557 6.854 5.562 0.052 0.019 0
Si 6.842 9.523 5.543 -0.018 0.038 -0.005
Si 9.584 12.257 5.579 -0.007 0.024 -0.006
Si 12.293 14.981 5.572 0.003 -0.009 -0.033
Si 14.99 1.402 5.548 0.025 -0.017 -0.011
Si 12.303 4.106 5.54 -0.044 0.006 -0.012
Si 15.029 6.829 5.524 0.003 0.025 -0.045
Si 12.308 9.543 5.552 0.002 0.004 -0.031
Si 15.012 12.25 5.548 -0.024 0.011 -0.063
Si 2.75 0.023 6.918 -0.003 0.011 -0.014
Si 5.467 2.751 6.945 -0.003 0.019 0.025
Si 2.761 5.47 6.921 -0.02 0.006 0.023
Si 5.469 8.166 6.905 0.018 0.014 0
Si 2.744 10.883 6.918 0.038 0.016 0.007
Si 5.46 13.623 6.921 0.008 0.007 -0.014
Si 8.204 0.046 6.954 -0.033 -0.003 0.004
Si 10.929 2.764 6.926 -0.003 -0.011 -0.012
Si 8.194 5.474 6.918 0.02 -0.014 0.003
Si 10.933 8.198 6.93 -0.031 -0.001 -0.001
Si 8.199 10.893 6.924 0.016 -0.012 -0.017
Si 10.934 13.625 6.948 -0.004 -0.009 0.003
Si 13.645 0.036 6.932 -0.012 0.003 0.002
Si 16.37 2.754 6.91 0.014 -0.042 0
Si 13.659 5.476 6.906 -0.015 -0.003 0
Si 16.37 8.182 6.916 -0.007 0.005 0.015
Si 13.656 10.901 6.931 -0.007 -0.002 0.017
Si 16.361 13.615 6.925 0.019 -0.002 0.01
Si 1.395 1.387 8.292 -0.006 -0.008 0.003
Si 4.108 4.112 8.307 -0.015 -0.041 0.001
Si 1.406 6.83 8.297 0.036 0.031 0.001
Si 4.119 9.534 8.288 -0.004 0.015 -0.004
Si 1.396 12.251 8.298 -0.026 -0.015 -0.001
Si 4.112 14.987 8.298 0.014 -0.006 -0.002
Si 6.838 1.401 8.316 0.04 0.018 0.005
Si 9.562 4.12 8.294 0.018 0.002 0.001
Si 6.833 6.825 8.295 -0.006 -0.005 -0.007
Si 9.567 9.548 8.303 0.018 0.022 0.009
Si 6.833 12.262 8.288 -0.005 -0.007 0.003
Si 9.563 14.988 8.308 -0.02 -0.016 0.01
Si 12.279 1.394 8.3 -0.024 -0.03 0.006
Si 15.011 4.114 8.288 0 0.014 -0.003
Si 12.293 6.825 8.291 -0.017 -0.005 -0.001
Si 15.011 9.536 8.299 -0.022 -0.02 0.001
Si 12.297 12.263 8.308 0.009 0.028 0.003
Si 15.007 14.988 8.296 0.014 0.021 -0.004
Si 16.359 0.03 9.671 0 -0.014 0.005
Si 2.752 2.745 9.672 0.011 0.012 0.003
Si 16.366 5.469 9.671 -0.002 -0.006 -0.006
Si 2.764 8.185 9.675 -0.009 -0.007 -0.004
Si 16.362 10.897 9.679 0.007 0.015 -0.001
Si 2.756 13.619 9.669 0.008 0.005 0.002
Si 5.476 0.027 9.673 0 -0.007 0.002
Si 8.208 2.758 9.676 -0.018 -0.014 0.005
Si 5.478 5.466 9.675 0.006 0.003 -0.001
Si 8.202 8.184 9.667 0.009 0.006 0.004
Si 5.478 10.899 9.664 0.012 0 -0.001
Si 8.195 13.622 9.667 0.008 0.009 0.001
Si 10.923 0.033 9.676 0.007 0.007 0.006
Si 13.645 2.755 9.666 0 -0.008 0
Si 10.929 5.47 9.668 -0.01 0.003 0.006
Si 13.648 8.18 9.673 0.003 0.015 -0.004
Si 10.927 10.907 9.676 -0.021 -0.003 0.007
Si 13.65 13.631 9.676 -0.013 -0.009 -0.002
Si 1.399 -1.333 11.041 -0.004 0.004 -0.005
Si 4.117 1.388 11.044 -0.001 -0.001 -0.003
Si 1.397 4.106 11.048 -0.004 -0.007 0.001
Si 4.121 6.825 11.049 0.003 0.009 -0.002
Si 1.404 9.541 11.053 0.005 0.005 0.002
Si 4.121 12.261 11.043 0.002 0 -0.002
Si 6.84 -1.332 11.044 -0.007 -0.006 0.005
Si 9.563 1.393 11.05 -0.002 -0.008 0.008
Si 6.843 4.111 11.047 0.012 0.003 0.002
Si 9.565 6.825 11.042 0.003 0.001 -0.005
Si 6.843 9.544 11.042 0.002 0.004 -0.005
Si 9.562 12.268 11.043 0.007 0 0.004
Si 12.284 -1.328 11.045 -0.004 -0.001 0.005
Si 14.999 1.392 11.044 -0.005 0 -0.002
Si 12.285 4.109 11.048 -0.006 -0.003 -0.001
Si 15.005 6.821 11.052 -0.001 0.001 0.002
Si 12.287 9.543 11.045 -0.007 0.001 -0.003
Si 15.004 12.264 11.047 0.009 -0.001 -0.001
Si 2.752 0.033 12.414 0.019 -0.024 0.001
Si 5.484 2.745 12.414 -0.007 0.001 0
Si 2.762 5.461 12.421 0.003 0.004 -0.005
Si 5.487 8.182 12.418 -0.008 0.002 -0.007
Si 2.766 10.902 12.425 -0.011 0.013 -0.002
Si 5.479 13.628 12.417 0.018 -0.004 -0.003
Si 8.203 0.028 12.42 -0.005 0.01 0.003
Si 10.922 2.752 12.426 0.01 -0.012 0
Si 8.206 5.466 12.419 -0.001 -0.004 0.005
Si 10.932 8.177 12.416 -0.018 0.018 -0.006
Si 8.205 10.904 12.417 0.002 0.001 0
Si 10.921 13.632 12.415 -0.004 0.006 -0.004
Si 13.637 0.036 12.421 -0.001 -0.008 -0.002
Si 16.355 2.749 12.423 0.004 0.001 0
Si 13.648 5.46 12.431 -0.002 0.014 0.002
Si 16.362 8.182 12.427 0.009 -0.001 -0.008
Si 13.641 10.908 12.419 0.001 -0.007 0
Si 16.362 13.627 12.416 -0.01 -0.004 -0.003
Si 17.716 1.392 13.795 -0.015 0.016 0.003
Si 4.125 4.1 13.79 0.013 -0.005 0
Si 17.722 6.816 13.797 -0.003 0.001 -0.006
Si 4.13 9.538 13.796 0.027 -0.025 -0.007
Si 17.722 12.269 13.789 0.019 -0.012 -0.001
Si 4.115 -1.323 13.782 -0.044 0.032 -0.009
Si 6.845 1.392 13.793 0.014 -0.03 0.001
Si 9.56 4.109 13.802 -0.03 0.024 0
Si 6.845 6.82 13.791 0.007 0.027 0.001
Si 9.572 9.538 13.783 0.027 -0.017 0.002
Si 6.847 12.271 13.788 -0.025 0.002 -0.001
Si 9.566 -1.33 13.796 0.018 -0.028 -0.002
Si 12.277 1.391 13.805 -0.006 0.006 0.004
Si 15.001 4.097 13.814 0.002 -0.009 0.004
Si 12.285 6.82 13.801 0.011 -0.01 -0.007
Si 14.995 9.544 13.795 -0.01 0.031 -0.004
Si 12.283 12.276 13.788 -0.022 0.004 0.003
Si 15 -1.329 13.783 0.014 -0.009 -0.002
Si 16.351 0.03 15.161 -0.008 -0.029 -0.02
Si 2.762 2.75 15.167 0.001 -0.011 -0.025
Si 16.37 5.457 15.182 0.014 0.031 0.011
Si 2.772 8.168 15.164 -0.012 0.038 0.006
Si 16.354 10.912 15.158 0.001 -0.02 -0.004
Si 2.754 13.643 15.155 0.037 -0.013 0
Si 5.471 0.037 15.155 0.015 -0.027 -0.007
Si 8.199 2.75 15.179 0.012 -0.002 -0.008
Si 5.491 5.451 15.164 -0.03 0.004 -0.015
Si 8.219 8.173 15.155 -0.029 -0.003 -0.011
Si 5.494 10.905 15.159 -0.005 0.009 0.001
Si 8.207 13.628 15.167 0.022 0.039 0.006
Si 10.915 0.034 15.181 -0.01 -0.005 0.005
Si 13.636 2.738 15.193 -0.003 0.005 0.002
Si 10.926 5.462 15.178 0.016 0.012 0.002
Si 13.643 8.181 15.176 -0.004 -0.009 0.007
Si 10.93 10.902 15.152 -0.019 0.003 -0.013
Si 13.636 13.645 15.161 0.008 -0.013 -0.017
O 2.691 -0.047 22.627 -0.019 0.051 -0.649
O 16.765 7.862 27.424 -0.168 -0.001 -0.04
O 14.764 0.759 23.415 0.007 0.154 -0.142
O 9.179 0.492 25.887 -0.086 0.207 -0.303
O 7.122 10.121 23.311 -0.055 0.262 -0.126
O 17.475 3.388 34.49 0.161 0.032 0.384
O 5.068 -0.894 28.337 0.058 -0.042 -0.138
O 8.026 -0.161 22.518 0.047 0.154 -0.567
O 8.341 5.534 22.631 0.001 -0.031 -0.512
O 13.68 5.528 22.533 0.006 -0.058 -0.624
O 12.185 8.399 28.054 0 -0.159 -0.044
O 12.169 8.988 23.324 0.072 -0.136 -0.179
O 12.496 -0.621 23.201 0.322 -0.183 0.077
O 6.788 3.359 34.62 -0.08 -0.112 0.426
O 12.085 8.804 34.611 0.02 0.096 0.739
O 8.565 8.151 30.003 0.041 0.055 0.137
O 4.809 -0.817 33.587 0.125 0.144 0.5
O 8.359 1.661 33.494 0.159 0.248 0.688
O 6.955 -0.204 32.178 0.133 -0.049 0.263
O 17.419 8.846 34.567 0.164 0.089 0.097
O 16.38 -1.411 34.09 -0.076 -0.002 0.189
O 4.567 0.87 31.594 0.058 -0.113 0.131
O 5.32 2.915 25.657 -0.122 0.274 -0.198
O 5.041 4.895 33.632 -0.157 0.115 0.513
O 5.464 8.229 22.621 0.143 -0.18 -0.747
O 11.819 3.974 23.451 -0.131 0.249 -0.321
O 4.469 1.572 23.564 0.182 0.003 -0.6
O 6.669 8.87 31.683 -0.319 -0.06 0.419
O 15.663 8.7 25.238 -0.129 -0.133 -0.436
O 18.272 -0.547 29.51 -0.038 -0.203 0.178
O 9.623 -3.099 29.431 0.256 -0.262 0.182
O 10.895 -2.637 22.633 0.065 -0.031 -0.594
O 11.493 3.257 31.9 0.148 0.231 0.307
O 13.916 7.093 33.954 -0.083 -0.099 0.058
O 11.918 -4.083 30.313 0.085 0.053 -0.026
O 6.898 0.726 27.344 -0.107 0.272 0.188
O 5.999 10.037 33.978 -0.078 -0.015 -0.059
O 14.811 0.656 34.557 -0.167 0.054 0.553
O 6.373 12.485 25.203 0.011 -0.177 -0.24
O 5.054 -1.608 30.964 -0.147 -0.035 0.488
O 15.441 12.685 23.598 0.053 -0.144 -0.201
O 11.671 6.167 26.767 -0.115 0.127 -0.337
O 13.749 10.933 22.648 -0.158 -0.197 -0.394
O 18.985 1.529 28.218 0.057 0.07 0.025
O 7.182 4.573 26.299 -0.054 -0.23 -0.184
O 11.107 -1.606 31.056 -0.023 0.041 0.34
O 9.374 6.114 34.646 -0.166 0.2 0.456
O 19.292 1.803 33.51 -0.271 -0.249 0.547
O 15.111 4.883 29.708 0.081 -0.116 0.032
O 11.079 8.442 25.638 0.108 0.438 -0.474
O 6.297 -1.925 23.342 0.208 0.056 -0.685
O 13.595 2.719 30.384 -0.211 -0.143 0.316
O 14.612 2.814 28.006 -0.148 -0.111 -0.189
O 17.62 6.932 24.643 -0.073 -0.11 0.26
O 3.515 6.546 23.176 -0.013 -0.097 0.08
O 3.332 5.539 25.552 0.084 -0.138 -0.55
O 7.17 8.579 27.769 -0.072 0.142 0.126
O 18.566 8.776 29.131 -0.118 0.044 -0.056
O 15.576 10.408 33.687 -0.205 0.032 0.289
O 9.824 1.368 23.377 0.044 0.147 -0.322
O 7.048 -2.352 29.403 -0.055 0.051 0.276
O 13.143 2.551 33.855 -0.128 0.131 0.131
O 14.09 -3.787 34.088 -0.142 0.052 0.267
O 9.649 9.574 23.714 0.026 0.104 -0.047
O 16.264 -3.611 32.576 0.225 -0.155 -0.337
O 18.116 4.571 23.513 -0.048 -0.025 -0.018
O 4.087 3.421 31.63 0.059 -0.108 -0.153
O 4.23 6.037 31.46 0.094 0.264 -0.046
O 3.678 8.61 31.33 -0.173 -0.087 0.545
O 19.33 3.979 27.634 -0.094 -0.118 -0.049
O 3.953 11.556 34.557 -0.102 0.116 0.536
O 18.925 11.969 27.619 0.101 -0.103 -0.176
O 7.22 10.424 29.675 -0.019 0.08 0.316
O 8.984 12.063 23.355 -0.211 0.099 0.152
O 9.399 0.452 31.373 0.044 0.093 -0.159
O 14.608 9.437 27.55 0.182 0.098 -0.345
O 17.651 -1.493 31.843 -0.027 0.193 0.623
O 16.947 6.736 29.74 0.055 -0.152 0.105
O 17.372 9.175 23.276 0.042 0.131 0.077
O 10.358 4.121 27.805 -0.002 -0.018 -0.176
O 18.962 7.154 33.415 -0.191 -0.197 0.498
O 9.023 1.792 28.198 -0.211 0.095 0.105
O 7.603 6.097 28.449 -0.07 0.001 0.18
O 6.511 4.551 31.338 0.026 -0.062 0.323
O 14.257 -3.911 29.201 0.165 -0.133 -0.186
O 10.273 7.089 23.41 -0.141 -0.108 -0.302
O 6.345 -1.414 26.004 0.344 -0.208 -0.232
O 12.795 4.622 28.618 -0.117 0.17 0.125
O 11.341 4.509 34.136 0.183 -0.267 -0.286
O 15.93 -1.672 25.425 0.041 -0.09 -0.11
O 10.516 10.662 33.787 0.23 -0.029 0.02
O 6.198 10.992 27.328 -0.117 0.037 -0.024
O 8.9 3.806 29.979 0.076 -0.098 -0.099
O 15.772 5.194 33.818 0.004 0.147 0.217
O 10.321 2.857 25.359 -0.097 0.211 0.058
O 5.134 7.651 33.37 0.193 0.024 0.179
O 18.376 -3.134 29.907 -0.194 -0.018 0.092
O 6.541 3.73 28.832 -0.193 -0.133 -0.008
O 15.489 7.283 23.106 -0.061 0.006 0.188
O 12.584 1.714 24.507 -0.02 0.077 -0.114
O 7.786 2.43 24.784 -0.233 0.022 -0.325
O 10.662 -0.399 33.495 0.106 -0.125 0.693
O 15.998 -1.963 29.802 -0.118 0.048 -0.012
O 7.729 7.98 33.92 -0.032 0.27 0.135
O 14.102 11.458 31.699 0.258 -0.033 0.374
O 12.19 -2.135 34.594 -0.183 0.076 0.569
O 11.138 2.281 29.508 0.127 -0.064 0.155
O 17.529 12.569 25.352 -0.097 0.249 -0.125
O 13.455 4.88 32.573 0.206 -0.023 -0.344
O 4.6 -3.369 29.06 0.04 -0.186 0.02
O 2.81 10.908 22.515 0.099 0.226 -0.311
O 9.667 7.598 27.703 0.093 -0.101 -0.071
O 8.293 10.805 25.63 0.128 -0.141 -0.357
O 5.105 5.625 27.57 -0.114 0.253 -0.15
O 16.376 2.749 22.714 -0.09 -0.078 -0.703
O 15.191 6.665 31.691 -0.158 0.164 0.441
O 12.531 3.839 26.098 0.017 -0.18 -0.328
O 13.284 9.988 29.753 -0.1 0.059 0.273
O 13.597 -0.454 25.55 -0.084 0.163 -0.369
O 15.62 0.524 26.925 0.144 -0.03 -0.184
O 18.527 -2.981 33.84 0.15 0.183 0.249
O 16.531 1.468 29.237 -0.123 0.023 0.179
O 8.912 10.251 31.746 -0.003 0.037 0.455
O 4.532 0.433 26.068 -0.351 -0.121 -0.272
O 6.362 4.262 23.644 -0.087 -0.124 -0.558
O 8.237 -4.356 33.843 0.034 -0.059 0.283
O 12.074 0.715 31.436 0.03 -0.258 0.136
O 16.99 10.396 26.78 0.106 -0.029 -0.324
O 9.96 -3.702 32.031 -0.336 -0.212 0.523
O 4.891 9.237 28.944 0.113 -0.215 -0.146
O 6.703 -2.311 34.498 0.026 0.163 0.294
O 19.587 10.943 30.09 -0.085 -0.106 0.156
O 14.353 7.502 29.351 0.05 -0.004 0.087
O 16.407 -3.547 27.737 0.206 -0.047 -0.435
O 16.991 2.796 26.974 0.099 0.05 -0.123
O 19.105 2.241 25.583 -0.088 0.13 -0.243
O 8.876 -0.955 28.066 0.309 -0.026 -0.238
O 18.988 6.515 27.964 0.227 0.253 0.074
O 17.486 -2.013 23.33 -0.087 0.03 -0.221
O 7.284 2.059 30.971 -0.189 -0.341 0.364
O 8.149 -3.449 27.266 -0.19 -0.232 -0.192
O 18.508 1.756 30.918 -0.084 0.155 0.233
O 14.451 -1.775 27.651 0.008 0.297 -0.343
H 4.543 12.559 23.094 0.08 0.074 0.024
H 4.306 -2.372 24.864 0.095 -0.036 -0.15

Results
total energy: -101253.262 eV
total energy less fixed offsets of H -15.91, O -438.35, Si -107.03 eV per atom: -6.592 eV
